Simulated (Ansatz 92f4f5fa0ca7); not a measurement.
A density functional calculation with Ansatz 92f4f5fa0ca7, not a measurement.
Periodic cell of 223 atoms, Si131O90As2, from a study of silicon, its oxide and their interface. The atomic structure is a simulated model.
Doubt: the cutoff is far below the 930 eV that the study's wrapper takes by default for these files, so forces and energies are approximate.
This geometry differs little from another in the collection (a relaxation step or a small displacement).

Settings: functional PBE; potential files Ansatz PAW; basis plane waves; wave-function cutoff 580 eV; density cutoff ratio 5; exchange-correlation grid ratio 1; k mesh 1 x 1 x 1, Gamma-centred; self-consistency stop 5e-08 eV per atom in the density residual; occupations fixed; spin none; net charge 0.

Cell vectors (angstrom)
a 10.938 0 0
b 0 10.938 0
c 0 0 32.1988

Atoms and the computed forces on them: element, x, y, z (angstrom), force x, y, z (eV/angstrom)
Si 10.6001 0.2273 24.8766 0.0003 0.0001 -0.0007
Si 5.751 10.6824 24.7556 0.0005 0.0004 -0.001
Si 2.4892 2.9185 24.6495 0.0003 0.0004 -0.0011
Si 8.4379 2.4638 24.8391 0.0002 0.0004 -0.0012
Si 0.2877 5.1721 24.7635 0.0005 0.0006 -0.0008
Si 5.1703 5.7504 24.7011 0 0.0005 -0.0009
Si 2.9495 8.0045 24.6138 0.0003 0 -0.0003
Si 7.9525 8.4412 24.7436 0.0006 0.0005 -0.0008
Si 1.3399 1.3865 26.0468 0.0006 0.0001 0.0003
Si 6.8571 1.3114 26.1306 -0.0001 -0.0001 0.0006
Si 4.0563 4.1063 25.993 0.0001 0 0.0005
Si 9.6154 4.0668 26.0895 0.0001 0.0003 0.0003
Si 1.4091 6.8283 26.0093 0.0002 0.0002 0.0005
Si 6.7806 6.8557 26.035 0.0003 0.0004 0.0003
Si 4.1101 9.5393 26.004 0 0.0002 0.0004
Si 9.477 9.5726 26.1567 0 -0.0003 0.0004
Si 2.735 -0.0083 27.3542 0 -0.0003 -0.0006
Si 8.168 -0.0193 27.562 0.0001 -0.0001 0.0012
Si 0.0142 2.7223 27.4911 0.0003 0.0002 0.0006
Si 5.4481 2.7446 27.3705 -0.0001 0 -0.0004
Si 2.7362 5.4654 27.4309 0.0004 0.0004 0.0001
Si 8.1932 5.4731 27.3656 -0.0001 -0.0003 -0.0004
Si 0.0033 8.1821 27.3797 0.0001 -0.0001 -0.0005
Si 5.4423 8.201 27.4485 0 -0.0003 0.0003
Si 4.0868 1.3679 28.7475 0.0003 0 0.0006
Si 9.5792 1.36 28.8456 -0.0003 -0.0001 -0.0007
Si 1.371 4.1144 28.8133 0.0002 -0.0007 -0.0005
Si 6.8318 4.1024 28.7492 0.0005 -0.0004 0.0008
Si 4.0971 6.8218 28.8029 0.0001 0.0001 -0.0002
Si 9.5639 6.8291 28.7578 0.0005 0.0002 0.0004
Si 1.3736 9.5624 28.7457 -0.0002 0.0001 0.0009
Si 6.7868 9.5474 28.8516 0.0009 0.0003 -0.0008
Si 0.0195 -0.0204 30.156 0.0005 -0.0005 -0.0001
Si 5.4432 0.018 30.1603 -0.0003 0.0003 0.0004
Si 2.7389 2.7321 30.147 -0.0001 -0.0002 0.0002
Si 8.1933 2.745 30.1517 -0.0003 0.0002 0
Si -0.0095 5.4757 30.1518 -0.0004 0.0003 0.0004
Si 5.4762 5.4614 30.1476 -0.0002 0.0001 -0.0002
Si 2.7288 8.2044 30.1434 0 0 -0.0001
Si 8.2063 8.1938 30.1542 0.0002 -0.0004 0.0003
Si 1.3673 1.3673 31.515 0.0954 -0.0292 0.0155
Si 6.8362 1.3673 31.515 -0.0348 0.0868 -0.0033
Si 4.1018 4.1018 31.515 0.0441 -0.0802 -0.0045
Si 9.5708 4.1018 31.515 -0.0737 0.0756 0.0175
Si 1.3673 6.8362 31.515 -0.0339 0.0861 -0.0193
Si 6.8362 6.8362 31.515 0.0569 -0.0777 0.0505
Si 4.1018 9.5708 31.515 -0.1797 0.0052 0.0303
Si 9.5708 9.5708 31.515 0.0333 -0.127 0.0142
Si 2.7345 0 0.6835 0.0357 0.0107 0.0591
Si 8.2035 0 0.6835 0.0161 0.1783 -0.0081
Si 0 2.7345 0.6835 -0.0433 -0.0595 0.1135
Si 5.469 2.7345 0.6835 0.0829 -0.013 0.0117
Si 2.7345 5.469 0.6835 -0.0593 0.0356 -0.2106
Si 8.2035 5.469 0.6835 0.0859 -0.1325 0.1151
Si 0 8.2035 0.6835 -0.1822 -0.055 -0.157
Si 5.469 8.2035 0.6835 0.0852 0.0503 -0.0394
Si 4.1169 1.3651 2.051 -0.0001 0.0002 0.0004
Si 9.5637 1.371 2.0787 0.0015 0 -0.0014
Si 1.3646 4.1194 2.0414 0.0001 -0.001 -0.0002
Si 6.8631 4.0689 2.0638 -0.0024 -0.0009 -0.0002
Si 4.1183 6.8129 2.0259 0.0007 -0.0002 -0.0015
Si 9.5706 6.8371 2.0515 0.0004 -0.0002 0.0008
Si 1.3346 9.5813 2.0237 0.0011 -0.0008 -0.0005
Si 6.8272 9.5973 2.0443 0.0017 0.0003 -0.0002
Si -0.0077 -0.0114 3.4301 0.0004 0.0019 0.0018
Si 5.4811 0.0151 3.4547 -0.001 -0.0014 -0.0018
Si 2.7674 2.7743 3.3736 -0.0024 -0.0015 0.0053
Si 8.1948 2.7031 3.5063 0.0031 0.0019 -0.0014
Si -0.0076 5.4649 3.4311 -0.0007 -0.0008 -0.0013
Si 5.4898 5.4463 3.3925 -0.0002 -0.0012 0.0008
Si 2.6979 8.1729 3.315 -0.0009 -0.0016 -0.0002
Si 8.203 8.2379 3.3814 -0.0015 0 -0.0013
Si 1.3696 1.4426 4.6944 0.0051 -0.001 -0.002
Si 6.8796 1.2835 4.9432 -0.0056 -0.0005 0.0019
Si 4.205 4.0397 4.7892 -0.0015 -0.0032 -0.0003
Si 9.5281 4.1683 4.8381 -0.0002 0.0029 0.0021
Si 1.4462 6.7993 4.7498 -0.0006 0.0016 0.0015
Si 6.7742 6.9155 4.7 0.0005 0.0011 0.0027
Si 3.9826 9.571 4.6543 -0.002 0.0106 0.0002
Si 9.5829 9.5127 4.8107 -0.0008 0.0011 -0.0028
Si 2.7687 0.0993 6.0355 -0.0033 0 0.0012
Si 8.216 -0.1689 6.3142 -0.0029 -0.012 0.0066
Si -0.0114 2.7447 6.1237 -0.0008 0.0003 -0.0045
Si 5.5559 2.7215 6.3042 -0.0006 0.0024 -0.0008
Si 2.8272 5.4258 6.1096 -0.0026 -0.0024 -0.0001
Si 8.1635 5.6668 6.1359 -0.0021 -0.0007 0.0006
Si 0.1211 8.1625 6.1145 0.0003 -0.0017 0.0036
As 5.3832 8.3261 6.0906 0.01 -0.0111 0.0094
Si 3.9552 1.4838 7.5875 -0.0031 -0.0005 -0.0033
Si 9.8048 1.1382 7.4516 0.0049 0.0003 0.0091
Si 1.729 3.7631 7.3579 0.0066 -0.0025 -0.0004
Si 6.6697 4.4827 7.4987 -0.0001 0.0019 -0.0045
Si 4.3366 6.6453 7.4656 0.0014 -0.0007 -0.0009
Si 9.6376 6.9297 7.5116 0.0083 0.0026 -0.0066
Si 1.1571 9.9426 7.2912 0.0035 -0.0006 -0.0043
As 7.5007 8.8612 7.9243 0.0157 0.0025 -0.0349
O 9.15 8.2095 8.4542 -0.0207 -0.0017 -0.0027
O 2.783 2.6054 7.8381 -0.0026 0.0016 0.0054
O 9.5341 1.3515 24.2789 0.0002 0.0003 0.0011
O 4.0656 6.8637 24.138 0.0001 0.0001 0.0004
O 0.0441 0.0642 7.9195 -0.0021 0.001 0.0005
O 5.5143 5.5984 7.9682 0.0027 0.0028 0.0022
O 6.8591 9.5712 24.2094 0.0002 0.0001 0.0008
O 1.3777 4.0606 24.1763 0.0001 -0.0001 0.0008
O 3.8124 7.4339 8.835 0.0026 -0.0013 -0.0015
O 1.3614 4.3865 8.824 0.0015 -0.0028 -0.004
O 10.0738 5.7372 8.5783 0.0013 0.0001 0.0029
O 2.0731 9.447 8.556 0.0028 -0.0031 0.003
O 7.4692 3.979 8.8559 0.0004 -0.0001 0.0009
O 4.3313 0.8822 9.0954 0.0006 0.0001 -0.0019
O 7.0569 9.6698 9.4497 0.0004 0.0145 0.0105
O 9.1977 1.9067 8.7814 -0.0013 -0.0001 -0.0005
O 7.717 3.1444 23.5349 0.0003 0.0001 0.0006
O 10.5194 5.8568 23.4549 0.0004 -0.0001 0.0007
O 5.1101 0.4473 23.4211 0.0003 0 0.0006
O 5.8835 5.0991 23.3703 0.0001 0.0003 0.001
O 3.114 2.2074 23.2866 0 0.0003 0.0009
O 2.3144 8.7136 23.2469 0 0.0002 0.0006
O 8.639 7.7646 23.4063 0 0.0001 0.0006
O 0.2497 10.3378 23.6047 0 0.0005 0.0005
Si 4.4065 1.5776 22.4878 0.0002 -0.0002 -0.001
Si 3.5739 7.9346 14.1038 -0.0003 0.0001 0.0002
Si 7.1987 0.9678 14.7069 0.0006 0.001 0.0004
Si 0.9709 9.3591 22.543 0.0004 0.0002 -0.0011
Si 1.2547 4.3119 11.9701 -0.0001 0.0013 -0.0001
Si 6.3536 8.9761 15.3701 0.0005 0.0007 0.0003
Si 0.7393 1.362 12.3909 0.0005 0.0002 -0.0001
Si 8.6636 4.9466 20.5466 0.0008 0.0003 -0.0004
Si 0.5193 5.6216 9.4249 -0.0028 0.0034 0.0035
Si 5.1707 3.1192 17.9746 0.0008 0.0003 -0.0003
Si 0.954 3.7415 16.8075 0.0004 0.0001 -0.0006
Si 10.4631 2.8587 19.2798 0.0004 0.0001 -0.0005
Si 5.322 1.179 10.3891 -0.0002 0.003 0.0017
Si 0.945 0.187 19.889 0.0003 0.0003 -0.0008
Si 6.7546 9.4933 11.0422 -0.0048 0.0023 0.0174
Si 9.3947 9.6747 18.4038 0.0006 0.0004 -0.0002
Si 9.5069 9.2394 12.6983 0.0022 0.0015 0.0006
Si 6.5876 3.8476 22.603 0.0004 -0.0002 -0.0011
Si 2.438 8.1306 9.4104 -0.0022 0.0037 -0.0007
Si 10.6636 7.3634 17.172 0.0005 0.0004 -0.0001
Si 2.5749 6.3036 16.6495 0.0003 0.0006 -0.0001
Si 10.2474 4.4827 14.2519 0.0011 -0.0003 -0.0004
Si 6.2022 9.1853 18.5681 0.0005 0.0003 -0.0004
Si 7.9772 2.6145 9.5995 0.0023 0.0018 0.0008
Si 8.9416 2.1618 12.4704 0.0016 0.0013 0.0002
Si 5.4139 6.2424 18.1132 0.0008 0.0005 -0.0001
Si 3.9721 0.5553 19.4923 0.0006 0.0003 -0.0005
Si 4.3406 3.8494 12.0899 -0.0001 0.0007 0.0004
Si 5.6286 6.6026 12.2135 -0.0014 -0.0013 0.0002
Si 8.0838 2.5073 17.254 0.0006 0.0002 -0.0003
Si 4.4333 2.4791 15.0063 0.001 0.0001 -0.0002
Si 1.6164 1.2045 15.3463 0.0003 0.0005 -0.0004
Si 1.6674 9.428 12.1027 0.0018 0.0009 -0.0008
Si 8.148 6.8456 13.9345 0.0009 0.0001 0.0011
Si 10.4841 9.8373 15.5963 0.0009 0.0008 0.0001
Si 9.8292 7.0276 22.566 -0.0001 0 -0.0008
Si 8.1731 5.4813 17.445 0.0007 0.0003 -0.0004
O 6.1162 7.9822 11.3856 0.0008 0.0002 -0.0012
O 6.1112 9.2137 16.9494 0.0006 0.0003 0.0001
O 7.7418 1.4004 13.2374 0.0003 0.0001 0.0001
O 0.9032 1.7058 13.9764 0.0005 0.0002 0.0002
O 9.5155 6.2405 16.9572 0.0003 0.0003 0.0005
O 6.8724 6.1988 13.1762 -0.0003 0.0002 -0.0001
O 5.211 4.654 18.6474 0.0006 0.0003 0.0003
O 9.2964 2.1727 18.3167 0.0006 0.0004 0.0003
O 2.4151 0.1007 19.1011 0.0005 0.0002 0.0003
O 9.4808 10.2304 16.8474 0.0006 0.0002 0.0004
O 2.8579 4.4804 11.7846 0.0007 0.0004 0.0002
O 5.1153 10.3169 19.1442 0.0005 0.0004 0.0004
O 9.5028 3.27 13.4924 0.0003 0.0005 -0.0003
O 0.5194 1.7759 20.0054 0.0007 0.0003 0.0005
O 3.2203 1.3679 15.092 0.0011 0.0005 0.0006
O 8.2052 5.3537 19.0555 0.0001 0.0002 0.0003
O 3.9621 6.595 17.4547 0.0006 0.0002 0.0001
O 4.6357 3.2906 16.4232 0.0006 0.0002 0.0001
O 9.1296 5.65 14.4131 0.0006 0.0008 0.0006
O 5.4598 2.7716 22.1505 0.0003 0.0004 0.0007
O 10.7292 4.0859 15.7413 0.0003 0.0002 0.0003
O 0.407 3.8824 18.3403 0.0008 0.0004 0.0005
O 10.4748 10.5232 19.2895 0.0007 0.0004 0.0005
O 9.7722 10.04 14.133 0.0004 0 -0.0004
O 10.9244 8.1374 22.0989 0.0003 0.0003 0.0006
O 1.3028 2.1631 16.6205 0.0007 0.0002 0.0005
O 9.7828 3.7544 20.4685 0.0006 0.0004 0.0005
O 8.186 4.0348 16.7095 0.0005 0.0007 0.0003
O 0.055 9.1146 11.987 -0.0008 0.0002 0.0004
O 6.6514 2.4065 18.0338 0.0005 0.0003 0.0004
O 5.6456 10.7392 11.2772 0.0013 -0.0019 -0.0003
O 7.8064 9.5958 18.919 0.0006 0.0004 0.0004
O 10.0951 1.0401 12.0961 0.0005 0.0004 0.0003
O 1.2512 7.0499 9.2242 -0.0008 -0.0004 -0.0013
O 0.7048 4.787 13.4374 0.0009 0.0004 0.0004
O 5.7776 7.6207 19.0299 0.0006 0.0003 0.0002
O 5.314 5.0952 11.5734 0.0013 0.0013 0.0007
O 2.779 7.0151 15.1973 0.0009 0.0004 0.0001
O 1.0247 2.7385 11.5852 0.0013 0.0007 0.0004
O 0.97 10.6718 15.6827 0.0005 0.0003 0.0005
O 2.5197 8.6432 10.948 0.0002 0.0003 0.0006
O 4.7198 2.4415 11.2894 0.0008 -0.0004 -0.0001
O 4.3382 3.502 13.7158 0.0008 0.0004 0.0004
O 2.2511 4.6998 16.5308 0.0008 0.0004 0.0005
O 10.7882 8.2466 15.7966 0.0006 0 0.0005
O 7.0205 10.2982 14.716 0.0005 0.0003 0.0004
O 2.4384 8.9525 13.477 0.0006 0.0004 0.0004
O 8.1233 1.526 15.9448 0.0005 0.0003 0.0002
O 4.2195 6.9754 12.9536 0.0017 0.0002 0.0004
O 4.2426 2.0065 18.752 0.0006 0.0004 0.0003
O 7.3234 4.4125 21.2838 0.0003 0 0.0006
O 8.4629 2.9362 11.1195 0.0002 0 -0.0001
O 1.256 6.8694 17.458 0.0007 0.0003 0.0002
O 5.7264 1.5652 14.8284 0.0008 0.0012 0
O 8.1888 9.7768 11.8421 0.0014 0 -0.0016
O 9.2255 6.2967 21.2533 0.0003 0.0005 0.0004
O 9.1128 7.6924 12.9605 0.001 0.0012 -0.001
O 1.7355 0.135 11.9692 0.0009 0.0001 0.0002
O 6.7136 6.1592 17.099 0.0008 0.0003 0.0004
O 7.4758 7.8071 15.0871 0.0009 0.0001 0.0003
O 1.2819 10.3047 21.2622 0.0004 0.0001 0.0005
O 10.0838 8.1936 18.443 0.0007 0.0002 0.0004
O 3.9787 0.8496 21.1034 0.0004 0.0002 0.0005
O 0.3665 5.2805 10.9952 0 -0.0006 0.0012
O 6.7206 1.6037 9.6762 0.0003 -0.0025 -0.0005
O 4.8608 8.721 14.7442 0.0009 0.0006 0.0002

Results
free energy: -144174.214 eV
free energy less fixed offsets of As -4856.12, O -568.88, Si -635.61 eV per atom: 2.136 eV

The program warned: the cutoff lies below the one the program advises for these potential files; the exchange-correlation potential is rough where the density is thin.
